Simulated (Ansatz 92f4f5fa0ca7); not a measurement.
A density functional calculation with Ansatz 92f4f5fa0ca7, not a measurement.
Periodic cell of 222 atoms, Si131O89B2, from a study of silicon, its oxide and their interface. The atomic structure is a simulated model.

Settings: functional PBE; potential files Ansatz PAW; basis plane waves; wave-function cutoff 700 eV; density cutoff ratio 5; exchange-correlation grid ratio 1; k mesh 2 x 2 x 1, shifted by 0.5 0.5 0.5 of a step; self-consistency stop 5e-08 eV per atom in the density residual; occupations fixed; spin none; net charge 0.

Cell vectors (angstrom)
a  10.938  0  0
b  0  10.938  0
c  0  0  32.1988

Atoms and the computed forces on them: element, x, y, z (angstrom), force x, y, z (eV/angstrom)
Si  10.6004  0.2305  24.8633  -0.0179  0.0097  -0.04
Si  5.7557  10.6849  24.7557  0.0177  -0.0082  -0.0419
Si  2.4914  2.9205  24.6402  -0.0134  0.0094  -0.0408
Si  8.4362  2.4672  24.8286  0.0106  -0.0127  -0.0373
Si  0.2876  5.173  24.7543  0.0071  -0.0178  -0.0391
Si  5.1713  5.7527  24.6834  -0.0106  0.0147  -0.0444
Si  2.9498  8.0101  24.5999  0.0122  -0.01  -0.0427
Si  7.954  8.4412  24.7374  -0.0065  0.0177  -0.0391
Si  1.3404  1.3874  26.0369  -0.0035  0.01  0.0073
Si  6.86  1.3149  26.1278  0.006  -0.0124  0.0001
Si  4.0587  4.1099  25.982  0.0006  0.0028  0.0118
Si  9.6159  4.0674  26.0817  0.0045  -0.0092  0.0067
Si  1.4098  6.8318  25.9987  0.0051  0.0021  0.0129
Si  6.78  6.8552  26.0262  0.0004  0.008  0.0157
Si  4.1122  9.54  25.9996  -0.0013  -0.0078  0.0125
Si  9.4806  9.5744  26.1471  -0.0138  0.0011  -0.0012
Si  2.7339  -0.0069  27.3483  0.0028  -0.002  0.0033
Si  8.1719  -0.0183  27.5567  0.0003  0.0006  -0.0142
Si  0.0152  2.7223  27.4842  0.0004  -0.0007  -0.0143
Si  5.4469  2.7472  27.3642  -0.0088  0.0096  -0.0017
Si  2.7374  5.4678  27.4224  0.0022  0.0006  -0.0125
Si  8.1919  5.472  27.3586  -0.0009  0.0019  -0.0048
Si  0.0038  8.1833  27.3738  0.0077  -0.0091  -0.0041
Si  5.4454  8.2003  27.4463  0.0025  0.0063  -0.0141
Si  4.0853  1.3708  28.7426  0.0015  -0.0051  -0.0139
Si  9.5801  1.3617  28.8418  0.0027  0.0065  -0.0208
Si  1.3703  4.1163  28.8064  0.0031  0.0002  -0.0137
Si  6.831  4.102  28.7452  0.0024  -0.0035  -0.0108
Si  4.0969  6.8224  28.7999  -0.0014  0.0017  -0.0077
Si  9.5642  6.8268  28.7513  0.0003  -0.001  -0.0108
Si  1.374  9.5634  28.7424  0.001  -0.001  -0.0132
Si  6.7902  9.5512  28.8507  -0.005  -0.0061  -0.0163
Si  0.019  -0.0192  30.1538  0.0089  -0.0107  0.0012
Si  5.44  0.021  30.1579  -0.0095  0.012  -0.0037
Si  2.7364  2.7345  30.1445  0.0113  -0.0108  0.0038
Si  8.1934  2.746  30.1497  -0.0121  0.0117  -0.003
Si  -0.0091  5.4759  30.1486  -0.0104  0.0093  -0.0004
Si  5.4769  5.4615  30.1455  0.0089  -0.0067  0.0015
Si  2.7284  8.2049  30.142  -0.0086  0.0102  -0.0012
Si  8.2089  8.1904  30.1524  0.0122  -0.011  -0.0025
Si  1.3673  1.3673  31.515  0.0907  -0.0336  0.0312
Si  6.8362  1.3673  31.515  -0.0591  0.0661  -0.0091
Si  4.1018  4.1018  31.515  0.0654  -0.0734  0.0129
Si  9.5708  4.1018  31.515  -0.066  0.0652  0.0002
Si  1.3673  6.8362  31.515  -0.0513  0.0701  -0.047
Si  6.8362  6.8362  31.515  0.0341  -0.1093  0.0619
Si  4.1018  9.5708  31.515  -0.1459  0.025  0.0184
Si  9.5708  9.5708  31.515  0.0545  -0.0617  0.036
Si  2.7345  0  0.6835  0.0275  -0.0333  0.0915
Si  8.2035  0  0.6835  -0.0918  0.0354  -0.1304
Si  0  2.7345  0.6835  -0.1152  0.0059  0.0081
Si  5.469  2.7345  0.6835  0.0576  -0.0293  0.0406
Si  2.7345  5.469  0.6835  -0.0542  0.1879  -0.1587
Si  8.2035  5.469  0.6835  0.0926  -0.1042  0.0657
Si  0  8.2035  0.6835  0.0769  -0.0955  0.0216
Si  5.469  8.2035  0.6835  -0.0164  0.0811  -0.0136
Si  4.1135  1.3609  2.0561  0.0093  -0.0148  0.0065
Si  9.5526  1.3659  2.0482  -0.0118  0.008  -0.0055
Si  1.3497  4.1354  2.0306  -0.0028  0.0027  -0.0019
Si  6.8501  4.0874  2.0564  0.011  -0.0154  0.0046
Si  4.0922  6.8463  2.0488  -0.0046  0.0088  0.0013
Si  9.571  6.8384  2.0529  0.0104  -0.0136  0.0027
Si  1.3741  9.5595  2.0544  0.0205  -0.0065  0.0042
Si  6.8324  9.5825  2.0507  -0.0113  0.0102  -0.0031
Si  -0.0431  -0.0385  3.3797  -0.019  -0.0066  0.0189
Si  5.4865  0.0006  3.4576  0.0082  -0.0028  -0.0111
Si  2.7351  2.7816  3.346  0.0073  0.0123  0.0158
Si  8.183  2.6945  3.4596  -0.0118  -0.0128  0.0172
Si  0  5.4846  3.4426  0.0024  0.0062  0.022
Si  5.4889  5.4909  3.3785  -0.008  0.0075  0.0077
Si  2.7616  8.2221  3.4559  0.0078  0.0071  0.018
Si  8.199  8.2117  3.3967  0.0149  0.0001  0.0083
Si  1.3226  1.4046  4.6137  0.0188  -0.0147  0.0191
Si  6.8358  1.3231  4.8985  -0.0014  0.0185  -0.0057
Si  4.1469  4.1088  4.7201  0.0137  -0.0078  0.0275
Si  9.547  4.0965  4.7814  0.002  0.003  -0.0008
Si  1.3881  6.8568  4.8161  -0.0073  0.0017  0
Si  6.8156  6.8824  4.7575  -0.005  0.0072  0.0165
Si  4.1356  9.5922  4.8565  -0.0067  -0.011  -0.0007
Si  9.5497  9.5348  4.8024  -0.0108  0.0079  0.0145
Si  2.7708  0.1965  6.017  0.0064  0.0243  0.0052
Si  8.1903  -0.1025  6.281  -0.0097  -0.0212  -0.0131
Si  -0.0234  2.6829  6.0815  -0.0101  -0.0285  0.0045
Si  5.3907  2.682  6.2078  -0.0258  0.0165  -0.0268
Si  2.823  5.4921  6.1139  0.0175  0.0172  -0.0009
Si  8.1326  5.4573  6.0923  0.0109  -0.0044  -0.0004
Si  0.0212  8.2165  6.1978  -0.0195  0.0049  -0.0078
Si  5.5357  8.2319  6.2675  0.0218  -0.0016  -0.0232
B  3.6392  1.848  6.8754  -0.0759  0.0478  0.0616
Si  9.7851  1.1201  7.483  0.0153  -0.0116  0.0277
Si  1.6752  3.7955  7.2378  0.0304  -0.027  0.0316
Si  6.5584  4.34  7.4802  -0.0074  0.0152  0.0355
Si  4.3905  6.6225  7.528  0.0103  -0.0159  0.0269
Si  9.3756  6.9166  7.4519  -0.0248  0.0007  0.0395
Si  1.1813  9.9965  7.3098  0.0035  0.031  0.0222
Si  7.1752  9.1959  7.7632  0.0331  -0.0278  0.0362
O  8.3236  8.0391  8.046  -0.0003  -0.0076  0.0165
O  2.8334  2.6439  7.6364  0.0165  -0.0159  -0.0066
O  9.5315  1.3537  24.2687  -0.0008  -0.001  -0.0166
O  4.0655  6.868  24.1235  0.0008  0.0031  -0.015
O  0.0339  0.0619  7.9852  0.0023  0.0046  0.0214
O  5.4719  5.4702  8.0301  -0.0007  0.0004  0.0181
O  6.8609  9.5726  24.205  -0.0007  -0.0007  -0.0161
O  1.3786  4.062  24.1672  0.0008  -0.0069  -0.0161
O  3.8528  7.378  8.9178  -0.0084  -0.0022  -0.0127
O  1.0969  4.3583  8.6586  0.0018  0.0048  -0.0151
O  9.9134  6.0107  8.7462  0.0116  0.0194  -0.0188
O  2.1688  9.4504  8.5079  -0.021  -0.0224  -0.0002
O  7.3542  3.7877  8.816  -0.0098  -0.0152  -0.0068
O  6.7155  9.5904  9.3039  0.0027  -0.0139  -0.0041
O  9.0365  1.7345  8.8217  0.0033  0.0041  -0.0028
O  7.7142  3.147  23.5234  -0.0084  -0.0003  0.0023
O  10.515  5.8528  23.4444  0.0054  0.0103  0.0054
O  5.1183  0.4572  23.424  0  0.0062  0.0069
O  5.883  5.1007  23.3499  -0.0059  -0.0103  0.0088
O  3.1184  2.2112  23.276  0.0132  0.0078  0.01
O  2.3137  8.7246  23.2337  -0.0106  -0.0119  0.0132
O  8.6367  7.763  23.3981  0.0077  0.002  0.0099
O  0.2503  10.3493  23.5852  0.0051  0  0.0054
Si  4.4114  1.5764  22.4813  0.0022  0.002  0.0007
Si  3.5608  7.9199  14.0466  -0.0027  -0.0016  0.0004
Si  7.1836  0.9539  14.7146  0.0046  -0.0034  -0.0005
Si  0.9669  9.3638  22.5266  -0.0029  0.0016  0.0005
Si  1.3105  4.2592  11.878  -0.0017  0.0066  -0.0014
Si  6.3454  8.9569  15.332  0.0023  0.0001  -0.0002
Si  0.7245  1.3591  12.3075  0.0043  -0.0036  -0.0067
Si  8.669  4.9521  20.5231  0.0005  -0.0004  0.0025
Si  0.4581  5.6844  9.3443  0.0016  0.0141  0.0006
Si  5.1756  3.1319  18.0085  -0.0021  0.0001  -0.0025
Si  0.9454  3.7575  16.7591  0  0.0035  0.0036
Si  10.4688  2.8644  19.2504  0.0034  0.0003  0.0077
B  5.731  1.232  11.0063  0.0034  0.0131  -0.001
Si  0.9422  0.1873  19.8571  0.0009  0.0082  0.0085
Si  6.6936  9.5199  10.9533  0.0106  -0.002  0.0066
Si  9.3997  9.6831  18.3385  0.0048  -0.0013  -0.0024
Si  9.4639  9.2609  12.5892  0.001  0.0006  -0.0022
Si  6.5899  3.8486  22.5832  0.0011  -0.0041  0.0003
Si  2.458  8.1064  9.3638  -0.0072  0.0002  -0.0087
Si  10.6483  7.3692  17.0957  -0.0047  0.0066  -0.0007
Si  2.5739  6.2943  16.6065  0.0004  0.0008  -0.0034
Si  10.2802  4.5034  14.1753  -0.0005  0.0041  0.0059
Si  6.1991  9.1893  18.5269  0.0032  -0.0048  -0.0056
Si  7.8465  2.4849  9.6534  0.0041  0.0038  -0.0053
Si  8.9335  2.1548  12.4735  -0.0005  -0.0015  -0.0043
Si  5.3994  6.2472  18.0981  0.0035  0.0012  0.0038
Si  3.9776  0.5522  19.4925  -0.0084  0.0032  0.0109
Si  4.4453  3.7519  12.1459  -0.0048  0.0043  0.0055
Si  5.6081  6.5924  12.1789  -0.0026  -0.0004  0.0061
Si  8.0803  2.5128  17.251  0.0036  -0.003  -0.0004
Si  4.4391  2.4813  15.0456  -0.0049  0.0045  0.0028
Si  1.5987  1.2245  15.2741  0.0005  -0.0031  0.0037
Si  1.6388  9.4117  12.0561  0.0059  -0.001  -0.001
Si  8.1348  6.8595  13.8825  0.0012  -0.0042  0.0044
Si  10.4534  9.8394  15.5067  0.0004  -0.0009  -0.0021
Si  9.8265  7.0261  22.5572  0.0027  0.0015  -0.0017
Si  8.1635  5.4849  17.417  -0.0007  -0.006  0.0012
O  6.0826  8.0094  11.3798  -0.0025  0.0023  0.0037
O  6.077  9.2025  16.9079  0.0123  -0.0042  0.0077
O  7.728  1.4053  13.2481  0.0147  -0.0012  0.003
O  0.9688  1.7515  13.8714  0.0043  -0.021  -0.0065
O  9.4764  6.2678  16.8911  -0.003  -0.0023  -0.0018
O  6.837  6.2069  13.1687  0.0172  0.0199  0.0003
O  5.1984  4.6723  18.6679  0.0012  -0.0042  -0.0162
O  9.2986  2.1702  18.301  -0.0029  0.0288  -0.0047
O  2.4227  0.1025  19.0871  0.0119  0.0065  0.0092
O  9.4767  10.2331  16.7786  0.0158  -0.0156  0.0115
O  2.9295  4.2342  11.7388  0.0003  0.0036  0.0109
O  5.1227  10.3231  19.1187  -0.0037  0.0004  -0.0103
O  9.508  3.2643  13.4837  0.0076  0.001  -0.0129
O  0.5239  1.7792  19.9744  -0.0018  0.0131  -0.0155
O  3.2121  1.3854  15.1062  -0.0018  0.0167  0.0022
O  8.2201  5.3667  19.0289  0.0097  -0.0085  -0.0085
O  3.9497  6.5974  17.4294  -0.0097  -0.006  -0.0089
O  4.6441  3.2857  16.46  0.0087  -0.02  0.0106
O  9.1749  5.6885  14.2991  -0.003  -0.0112  0.0006
O  5.4622  2.7703  22.1297  -0.0016  -0.0038  0.0151
O  10.7544  4.1746  15.683  0.0131  -0.0052  0.0033
O  0.3996  3.8853  18.2939  -0.0082  -0.0184  -0.0107
O  10.481  10.5308  19.2269  0.0014  -0.0083  -0.007
O  9.7188  10.0307  14.0493  0.0163  -0.0214  0.0046
O  10.9233  8.1358  22.0943  -0.0008  0.0033  0.0168
O  1.2285  2.1696  16.5434  0.0004  0.0073  -0.0234
O  9.7952  3.7661  20.4388  -0.0144  0.0092  -0.0278
O  8.1997  4.0332  16.6871  -0.0007  -0.0096  0.0267
O  0.0282  9.0983  11.9273  0.0115  0.0019  0.0065
O  6.6636  2.4357  18.0608  0.0035  0.0103  -0.0198
O  5.717  10.8253  11.423  0.0024  -0.0135  -0.0039
O  7.8092  9.6005  18.8531  0.0015  0.0062  -0.0114
O  10.0697  1.0156  12.0963  -0.0014  0.034  0.0224
O  1.2876  7.0393  9.0277  0.0104  -0.0071  0.0254
O  0.7381  4.7432  13.3383  -0.0059  -0.017  -0.0035
O  5.7747  7.6287  19.002  -0.0105  0.0029  -0.0151
O  5.3325  5.0473  11.5806  -0.0022  -0.0072  -0.0168
O  2.7794  7.003  15.1525  0.0101  0.0046  0.0037
O  0.9223  2.7243  11.4486  -0.0033  0.0064  0.0154
O  0.9305  10.692  15.564  -0.0208  0.0025  -0.0075
O  2.4564  8.5893  10.9093  -0.0131  0.0016  -0.0074
O  4.9464  2.2681  11.5505  0.0047  0.0007  0.0124
O  4.3858  3.5467  13.7922  0.0034  -0.0172  -0.0034
O  2.2718  4.6839  16.5067  -0.0142  -0.001  0.0031
O  10.7776  8.2526  15.7185  -0.0062  0.017  0.0179
O  7.0166  10.2831  14.6864  -0.0082  0.0017  0.0129
O  2.4242  8.9484  13.429  0.0099  -0.0064  -0.002
O  8.1031  1.5161  15.9529  -0.0185  0.0068  0.0006
O  4.1751  6.951  12.8842  0.0077  0.0144  0.0073
O  4.252  2.0174  18.7838  0.0125  -0.0037  -0.0024
O  7.3321  4.4079  21.2625  0.0158  0.0017  0.0142
O  8.4299  2.9068  11.1182  -0.0029  -0.0226  0.0024
O  1.2337  6.855  17.3826  0.0102  -0.0072  -0.0074
O  5.7086  1.5346  14.8597  0.0133  0.0124  0.0013
O  8.2131  9.7844  11.611  -0.0263  -0.0014  -0.0141
O  9.2238  6.3  21.2403  0  -0.0143  0.0118
O  9.0138  7.7336  12.8577  -0.0137  0.0112  0.0166
O  1.7038  0.1169  11.8909  -0.0146  0.0017  0.0177
O  6.6924  6.1401  17.0784  0.0013  0.0037  0.0003
O  7.4859  7.798  15.0692  -0.0022  0.0076  -0.0049
O  1.2593  10.2999  21.2325  -0.0112  -0.0125  -0.0009
O  10.0936  8.205  18.3746  0.0025  0.0132  -0.0282
O  3.9831  0.8246  21.1077  0.0058  0.0085  -0.0099
O  0.5412  5.3421  10.9213  0.0079  -0.007  -0.0092
O  6.5644  1.5144  9.9329  0.0206  0.0152  -0.0017
O  4.8664  8.6869  14.6771  0.0006  -0.0055  0.0008

Results
free energy: -134223.836 eV
free energy less fixed offsets of B -155.45, O -569.03, Si -635.61 eV per atom: -4.356 eV

The program warned: the cutoff lies below the one the program advises for these potential files; the exchange-correlation potential is rough where the density is thin.
